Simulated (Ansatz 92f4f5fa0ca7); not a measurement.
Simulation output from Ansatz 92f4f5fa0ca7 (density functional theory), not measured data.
Periodic cell of 226 atoms, Si133O92B1, from a study of silicon, its oxide and their interface. The atomic structure is a simulated model.
Doubt: the cutoff is far below the 930 eV that the study's wrapper takes by default for these files, so forces and energies are approximate.
This geometry differs little from another in the collection (a relaxation step or a small displacement).

Settings
functional: PBE
potential files: Ansatz PAW
basis: plane waves
wave-function cutoff: 580 eV
density cutoff ratio: 5
exchange-correlation grid ratio: 1
k mesh: 1 x 1 x 1, Gamma-centred
self-consistency stop: 5e-08 eV per atom in the density residual
occupations: fixed
spin: none
net charge: -1 e, with a uniform compensating background and no finite-size correction

Cell vectors (angstrom)
a  10.938  0  0
b  0  10.938  0
c  0  0  31.9494

Atoms: element, x, y, z (angstrom)
Si  10.6248  0.0008  24.4279
Si  5.0705  0.1278  24.6718
Si  2.8155  2.2947  24.542
Si  8.5674  2.435  24.5711
Si  10.701  5.5874  24.3437
Si  5.1553  5.6147  24.4614
Si  2.9853  7.952  24.416
Si  8.4121  7.8312  24.4293
Si  1.2881  1.1334  25.8539
Si  6.8108  1.3304  25.7487
Si  3.98  4.0127  25.7421
Si  9.6824  4.0226  25.8626
Si  1.3325  6.7951  25.678
Si  6.799  6.725  25.7656
Si  3.9968  9.4693  25.9657
Si  9.4786  9.4418  25.8112
Si  2.6329  -0.1312  27.3046
Si  8.1361  -0.0633  27.1575
Si  0.0727  2.6572  27.2277
Si  5.4479  2.7233  27.1243
Si  2.6619  5.42  27.1226
Si  8.189  5.3723  27.1499
Si  0.0074  8.1544  27.1453
Si  5.5058  8.1455  27.1982
Si  4.0827  1.3307  28.5147
Si  9.539  1.3203  28.5245
Si  1.3822  4.0723  28.582
Si  6.8034  4.0642  28.54
Si  4.0754  6.7813  28.508
Si  9.5554  6.7842  28.5034
Si  1.288  9.4833  28.6442
Si  6.8194  9.5425  28.5796
Si  -0.0485  -0.0166  29.9517
Si  5.4471  -0.0082  29.9202
Si  2.7663  2.72  29.9192
Si  8.182  2.7081  29.896
Si  -0.0197  5.4451  29.9167
Si  5.4522  5.4524  29.9071
Si  2.731  8.1466  29.9323
Si  8.2186  8.1805  29.9017
Si  1.3609  1.3817  31.2734
Si  6.8188  1.375  31.2861
Si  4.1091  4.0929  31.2997
Si  9.5393  4.0892  31.2795
Si  1.3515  6.8169  31.3042
Si  6.8229  6.8481  31.2667
Si  4.0801  9.5649  31.2865
Si  9.5459  9.5514  31.315
Si  2.7301  0.0265  0.7003
Si  8.1989  0.028  0.7021
Si  0.0047  2.7591  0.7066
Si  5.4808  2.7597  0.7327
Si  2.7405  5.4709  0.7119
Si  8.2011  5.5042  0.6938
Si  0.009  8.2203  0.7374
Si  5.4747  8.2312  0.712
Si  4.0943  1.3967  2.086
Si  9.5969  1.3755  2.0738
Si  1.3467  4.1564  2.0877
Si  6.8316  4.1739  2.0773
Si  4.0949  6.8667  2.0754
Si  9.573  6.8549  2.0995
Si  1.3627  9.6367  2.0912
Si  6.8353  9.6325  2.0726
Si  0.0129  0.0434  3.5194
Si  5.4772  0.0517  3.4648
Si  2.7064  2.7797  3.4277
Si  8.2585  2.8187  3.3688
Si  0.019  5.5283  3.5124
Si  5.4815  5.5539  3.4765
Si  2.7175  8.2497  3.424
Si  8.2351  8.2991  3.4208
Si  1.3639  1.479  4.8792
Si  6.9079  1.4943  4.7238
Si  4.0456  4.1728  4.7742
Si  9.5613  4.1368  4.8367
Si  1.3293  7.0148  4.8831
Si  6.8856  6.981  4.7966
Si  4.087  9.5872  4.7958
Si  9.6351  9.5532  4.895
Si  2.7524  0.0422  6.1514
Si  8.2905  0.1321  6.0819
Si  -0.0037  2.8441  6.3277
Si  5.5397  2.8826  6.0617
Si  2.7239  5.6142  6.1456
Si  8.4124  5.7584  6.1058
Si  -0.0739  8.1861  6.4862
Si  5.4995  8.3202  6.2188
Si  4.4348  1.2164  7.3202
Si  9.811  1.1582  7.6117
Si  1.0794  4.6108  7.518
Si  6.704  4.6181  7.2129
Si  4.3249  6.7118  7.5182
B  9.7532  6.5962  7.5798
Si  1.2426  9.8981  7.6893
Si  6.7174  9.9835  7.4028
O  9.5835  1.2387  23.9817
O  4.1038  6.8033  23.9458
O  4.0047  1.241  24.0346
O  9.529  6.7003  23.8973
O  -0.1257  5.6519  7.977
O  5.5767  0.1578  7.9291
O  0.0689  0.0948  8.1311
O  5.5408  5.6282  7.8662
O  7.5736  3.9288  8.4154
O  8.8588  7.0191  8.6696
O  2.1909  9.4677  9.0331
O  8.8937  1.6644  8.9311
O  7.6453  9.4388  8.6617
O  3.5758  1.905  8.5448
O  3.5811  7.2155  8.935
O  1.9959  4.0933  8.8308
O  8.1426  3.484  23.3559
O  0.4406  4.9276  22.9537
O  1.898  2.7389  23.2436
O  5.8342  4.9094  23.1235
O  5.5169  10.002  23.496
O  2.4445  8.6865  23.0233
O  0.1902  10.067  23.0864
O  7.7779  8.5753  23.0821
Si  8.6651  7.6983  18.4354
Si  8.7943  6.3563  13.616
Si  3.8127  1.5208  14.676
Si  2.1417  5.7365  17.6132
Si  2.4158  3.1386  19.4926
Si  9.8247  9.0132  12.0334
Si  1.3307  9.4162  22.0826
Si  9.1903  0.9475  13.1673
Si  1.4208  5.0496  13.0087
Si  1.8064  8.2494  12.7893
Si  6.6487  9.5576  22.4323
Si  4.5339  4.5883  15.6728
Si  8.1944  3.0072  9.5621
Si  0.8503  8.2388  19.2584
Si  6.9538  1.3494  21.0889
Si  8.298  8.2427  9.5676
Si  10.8887  5.2063  15.5931
Si  7.5757  9.4939  16.2958
Si  9.9339  2.0532  20.2879
Si  3.2327  8.5147  9.8878
Si  6.6949  3.3516  17.3997
Si  1.1687  0.2022  19.8011
Si  3.2191  2.8084  12.258
Si  7.2204  5.3953  19.683
Si  5.8139  8.6267  11.4636
Si  5.8054  6.0617  13.1726
Si  4.6444  9.7061  17.6091
Si  1.0176  3.5947  22.1788
Si  4.9007  1.4821  18.7974
Si  3.1424  3.1472  9.4837
Si  6.4733  10.7836  13.7358
Si  10.3596  0.1135  15.9489
Si  5.644  3.6482  11.1229
Si  9.8377  3.8898  11.8876
Si  2.3571  9.919  15.5239
Si  6.0854  8.1285  19.7969
Si  6.9362  3.9727  22.38
Si  9.7561  2.7755  17.3516
O  7.2058  6.3676  13.9678
O  1.8906  7.0495  18.6694
O  10.2879  4.0376  16.5155
O  6.1764  9.9623  17.0383
O  10.1639  0.6904  14.4455
O  8.4506  6.1173  18.8581
O  5.1751  0.6478  14.3555
O  5.7186  2.0587  17.5197
O  8.3488  1.9378  20.5388
O  1.9972  4.2933  18.4009
O  6.9403  2.7854  10.6163
O  4.8528  2.6909  12.1856
O  6.0308  4.3909  16.3329
O  4.522  3.9581  9.9435
O  10.6903  2.7687  21.5458
O  9.7288  6.1713  14.9617
O  6.0138  6.4921  19.8382
O  4.0899  0.1683  18.2719
O  9.2803  10.5406  12.2459
O  2.8507  4.3472  12.7024
O  1.911  10.6979  21.2092
O  3.9942  2.7158  19.3864
O  0.7471  10.0487  15.9568
O  1.2836  9.7973  18.8331
O  1.7146  1.6581  19.2719
O  8.9501  10.381  16.4746
O  4.888  8.586  18.7807
O  9.5954  8.7363  10.4513
O  6.7462  4.0938  18.847
O  2.8333  1.7061  13.371
O  5.833  8.7779  21.2593
O  2.5105  2.4673  10.8414
O  7.6148  4.8485  21.1701
O  5.2573  7.4615  12.5029
O  0.4385  9.0527  12.4808
O  7.5997  1.031  13.5579
O  7.1118  9.6121  14.7274
O  8.9879  5.0131  12.7087
O  8.0957  8.0357  16.9093
O  6.2162  2.576  21.8929
O  2.4615  9.0567  14.0989
O  0.4213  4.4827  11.8519
O  0.8204  8.3115  20.9303
O  9.3603  3.8274  10.3467
O  9.6688  2.3746  12.5205
O  7.6324  8.5644  19.3923
O  2.5901  8.1834  11.3634
O  4.0123  3.0382  15.3284
O  0.8351  4.4916  14.4286
O  10.0559  2.9906  18.9453
O  9.151  7.7942  12.9189
O  10.5147  0.5309  20.0688
O  6.0474  5.0101  11.9325
O  8.1536  2.7454  17.0094
O  3.5303  5.4529  16.7024
O  4.7023  9.1141  10.3487
O  1.5403  6.6696  13.1594
O  4.7698  5.4955  14.3239
O  2.0438  3.8495  20.9212
O  10.547  1.409  16.9305
O  0.9461  6.0656  16.5509
O  7.3392  10.9518  21.9338
O  5.9333  0.9095  19.9139
O  6.1477  9.9805  12.3475
O  2.8766  0.5365  15.5717
O  7.0985  7.9475  10.6855
O  10.2522  8.011  18.6839
O  3.4557  9.195  16.5674

Results
free energy: -137021.891 eV
free energy less fixed offsets of B -154.04, O -568.88, Si -635.61 eV per atom: 5.239 eV

Forces (eV/angstrom), in the order of the atoms: element, x, y, z
Si  0.0059  -0.0084  -0.0209
Si  0.0084  -0.0103  -0.0154
Si  -0.0117  0.0065  -0.0207
Si  -0.0048  0.0095  -0.0149
Si  0.0083  -0.0132  -0.012
Si  0.0116  -0.0047  -0.0181
Si  -0.0067  0.0112  -0.0137
Si  -0.01  0.0088  -0.0226
Si  -0.0023  -0.002  -0.0013
Si  0  0.0003  0
Si  -0.001  -0.0006  0.004
Si  -0.0022  0.0031  -0.0021
Si  0.0019  0.0024  0.0019
Si  0.001  -0.0037  0.004
Si  0.0033  -0.0053  -0.0058
Si  0.0056  -0.0021  0.0033
Si  -0.0005  0.003  0.0001
Si  -0.0008  0.0025  0.0015
Si  -0.001  0.0008  -0.0032
Si  0.0003  0.0008  0.0061
Si  0.0007  0.0013  0.0018
Si  0.0005  0.0021  0.0032
Si  -0.0023  -0.0017  0.0041
Si  -0.0013  0.0012  -0.0021
Si  0.0034  0.0048  -0.0035
Si  -0.0032  -0.0057  -0.0032
Si  0.0113  -0.0022  0.0104
Si  -0.0044  -0.0044  -0.0011
Si  -0.0034  -0.0079  -0.0075
Si  0.0053  0.0004  -0.0075
Si  -0.0109  -0.0079  0.0202
Si  0.0022  0  0.0099
Si  0.0065  -0.0147  -0.004
Si  0.0005  -0.0014  -0.0011
Si  0.001  0.0085  -0.0013
Si  -0.0094  0.0046  0.002
Si  -0.0046  -0.0018  0.0007
Si  0.0017  -0.008  0.001
Si  -0.012  0.0117  -0.0027
Si  -0.0011  0.0049  0.0031
Si  -0.0021  0.0043  -0.0028
Si  0.0065  -0.0043  0.0015
Si  -0.0048  0.0002  -0.0038
Si  0.0075  -0.0031  -0.0011
Si  0.0092  -0.0024  0.0015
Si  -0.0033  0.0066  -0.0003
Si  0.0027  -0.002  -0.0029
Si  -0.0041  0.0083  -0.0007
Si  -0.0017  -0.0043  -0.002
Si  -0.0024  -0.0024  0.0067
Si  -0.0009  0  0.0016
Si  -0.0028  0.0025  -0.0076
Si  0.0005  -0.0049  0.0074
Si  -0.0002  -0.0032  0.0032
Si  0  0.0027  -0.0037
Si  -0.0002  0.0018  0.0008
Si  -0.0004  -0.0011  0.0028
Si  0.003  0.0069  -0.0028
Si  0.0093  -0.0037  -0.0015
Si  0.0161  -0.007  0.0006
Si  -0.0017  0.007  -0.004
Si  -0.0056  -0.0013  0.0065
Si  0.0059  -0.0064  -0.0008
Si  0.009  0.0021  -0.0018
Si  -0.0126  0.0019  0.0029
Si  0.0036  -0.0144  0.0048
Si  -0.0315  0.0194  -0.0118
Si  0.0034  -0.0032  -0.0111
Si  0.0194  0.0036  0.021
Si  -0.0083  -0.0058  -0.0063
Si  0.0033  -0.0065  -0.0034
Si  0.0011  0.0215  -0.0067
Si  0.023  -0.0153  0.0132
Si  -0.015  0.0038  0.0116
Si  0.0036  -0.0216  0.015
Si  0.0078  0.0268  0.003
Si  -0.0466  -0.0022  0.0061
Si  0.026  0.0072  0.0014
Si  -0.0055  0.0158  0.0056
Si  -0.0022  -0.0163  -0.0118
Si  -0.0288  -0.0094  0.051
Si  0.0063  0.0223  -0.0201
Si  0.0067  -0.0137  -0.0262
Si  0.0198  0.0298  0.0419
Si  0.0023  -0.0076  -0.0276
Si  -0.1071  -0.0959  -0.0444
Si  -0.0155  -0.0521  0.0495
Si  -0.0168  0.0102  -0.0217
Si  -0.0162  0.0178  -0.0493
Si  -0.0038  -0.0205  0.0626
Si  -0.0393  0.0529  0.1074
Si  -0.0098  -0.0411  -0.0872
Si  -0.004  0.0053  0.0923
B  0.1056  0.2095  0.015
Si  0.0458  -0.0323  -0.1232
Si  -0.0027  0.0106  0.0903
O  0.0013  0.0023  0.0032
O  -0.0005  -0.0002  0.0003
O  0.0005  0.0012  0.0042
O  0  0.0018  0.0015
O  0.0469  -0.0862  0.0206
O  0.0124  -0.0154  -0.0139
O  -0.0299  0.0347  0.0133
O  -0.0096  0.006  -0.0169
O  -0.0217  0.0294  -0.0103
O  0.0444  -0.0544  -0.0613
O  0.0026  -0.0031  0.0255
O  0.0223  -0.0175  -0.0402
O  -0.0246  0.0306  -0.0544
O  0.0045  0.0011  0.0026
O  0.0217  -0.0363  -0.0544
O  -0.0423  0.0216  -0.0613
O  0.0117  -0.0111  0.0154
O  -0.0107  0.0159  0.0136
O  0.0157  -0.0103  0.0191
O  -0.0149  0.0138  0.0155
O  -0.011  0.0102  0.0136
O  0.0138  -0.0131  0.0167
O  -0.0154  0.0149  0.0207
O  0.0137  -0.0145  0.014
Si  0.0005  -0.0015  0.0035
Si  0.0005  -0.0036  -0.0188
Si  0.004  -0.0009  -0.0096
Si  0.0046  0.001  -0.0001
Si  0.0067  -0.0038  -0.0015
Si  0.0006  0.0031  0.0017
Si  0.0005  0.0004  -0.0252
Si  0.0016  -0.0013  -0.0139
Si  -0.0027  0.0024  -0.0174
Si  -0.0039  -0.002  -0.0049
Si  -0.0053  0.004  -0.0159
Si  -0.0004  -0.0041  -0.0068
Si  0.0193  0.0058  0.0668
Si  -0.0015  -0.0046  -0.0049
Si  -0.0013  0.0001  -0.0006
Si  -0.002  -0.0018  0.0499
Si  -0.0003  -0.0009  -0.0052
Si  0.0006  0.0015  -0.0041
Si  -0.0014  -0.0027  -0.0012
Si  -0.0076  0.0309  0.0365
Si  -0.0004  -0.0024  -0.0051
Si  -0.0013  0.002  0.0029
Si  -0.0008  0.0042  0.0001
Si  -0.0017  0.0061  -0.0022
Si  -0.0033  0.0033  0.0019
Si  -0.0017  0.0025  -0.0079
Si  0  0.0026  -0.0033
Si  -0.0017  -0.007  -0.0223
Si  -0.0041  0.0007  0.0005
Si  0.028  -0.0227  0.0376
Si  0.0021  0.0024  -0.0105
Si  -0.0006  -0.0022  -0.0035
Si  -0.0019  0.0041  0.0135
Si  0.0049  0.0025  0.0007
Si  0.0016  0.0041  -0.0048
Si  0.0023  -0.0052  -0.0018
Si  0.0027  -0.0034  -0.0176
Si  -0.0034  -0.0013  -0.0074
O  -0.0025  -0.0003  0.0089
O  -0.0022  0.0045  -0.0018
O  0.0008  0.0024  0.0025
O  -0.0007  0.001  0.003
O  -0.0044  0.0037  0.0005
O  -0.002  -0.0025  -0.002
O  0.0028  -0.0008  0.0075
O  -0.0013  -0.001  0.0034
O  -0.0059  -0.0017  -0.0038
O  -0.0018  -0.006  0.0024
O  0.0112  -0.004  -0.001
O  0.0057  0.0041  0.0016
O  -0.0019  0.0009  0.0038
O  -0.0139  -0.0006  -0.0106
O  0.0089  0.0086  0.005
O  -0.004  0.002  0.0029
O  -0.0003  0.0003  -0.005
O  0.0005  0.0014  -0.0017
O  0.0007  -0.0107  0.0065
O  0.0058  -0.0071  0.008
O  -0.0001  -0.0084  0.0064
O  -0.0025  0.0019  -0.0049
O  0.0007  -0.0011  0.0055
O  0  0.0016  0.0012
O  -0.0019  -0.0006  -0.0042
O  0.0015  0.0012  0.0026
O  0.0031  -0.0025  0.0016
O  -0.0152  -0.0112  -0.025
O  0.0011  0.0034  0.0017
O  -0.0023  0.0058  -0.0008
O  0.0052  0.0099  0.0127
O  -0.0016  0.0063  -0.0224
O  -0.0037  -0.0102  0.0122
O  -0.0007  0.0085  0.0058
O  -0.0039  -0.0003  0.0102
O  0.0021  0.0015  0.0097
O  -0.0018  0.0031  0.0014
O  0.0035  -0.0091  0.0043
O  0.0016  -0.0014  0.0049
O  0.0009  0.0089  -0.0003
O  -0.0007  -0.0062  -0.0015
O  -0.0045  -0.0024  0.0063
O  0.0031  0.0077  0.0115
O  -0.0141  -0.0122  -0.0163
O  0.0002  0.0073  0.0061
O  -0.0053  0.0009  -0.0036
O  0.0137  -0.0002  -0.0184
O  -0.0009  -0.0017  0.0054
O  0.0048  0.0008  0.0028
O  0.0009  -0.0034  0.0052
O  0.0034  0.0103  0.0048
O  -0.0019  0.0024  -0.0049
O  0.0007  -0.0179  -0.0054
O  0.0017  0.0003  0.0039
O  0.0003  0.0005  0.0023
O  -0.0046  -0.0001  -0.0044
O  0.0019  0.0048  0.0117
O  0.0037  0.0039  0.0029
O  -0.0102  0.0033  0.0124
O  0.0001  0.0002  0.0013
O  -0.0023  -0.0002  0.0013
O  -0.0008  -0.0101  -0.0005
O  0.0104  0.0006  0.0041
O  -0.0035  -0.0119  -0.0014
O  0.0008  0.0019  0.0049
O  0.0177  0.0006  -0.007
O  0.0044  0.0017  -0.0025
O  -0.0022  -0.0008  0.0035

The program warned: the cutoff lies below the one the program advises for these potential files; the exchange-correlation potential is rough where the density is thin.
